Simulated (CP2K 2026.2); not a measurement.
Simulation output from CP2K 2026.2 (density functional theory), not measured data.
Periodic cell of 504 atoms, Si360O144, from a study of silicon, its oxide and their interface. The atomic structure is a simulated model.
Doubt: the forces sum to 3.00 eV/angstrom along one axis rather than to zero, so they err by at least 0.0059 eV/angstrom per atom on average; the grid cutoff is modest.

Settings: functional PBE; method Gaussian and plane waves; basis set DZVP-MOLOPT-SR-GTH; pseudopotentials GTH-PBE; grid cutoff 350 Ry, relative cutoff 50 Ry; k points Gamma only; occupations fixed; spin none; net charge 0.

Cell vectors (angstrom)
a	16.32	0	0
b	0	16.32	0
c	1.1087	5.5563	33.5265

Atoms and the computed forces on them: element, x, y, z (angstrom), force x, y, z (eV/angstrom)
Si	1.542	14.575	0.35	-0.047	0.186	0.741
Si	3.718	1.653	0.232	0.065	-0.001	0.721
Si	1.521	3.893	0.017	-0.045	0.183	0.699
Si	3.82	7.139	0.05	0.123	-0.143	0.748
Si	1.586	9.347	0.123	-0.124	0.063	0.782
Si	3.733	12.381	0.335	0.254	-0.032	0.752
Si	8.304	20.26	33.525	-0.511	0.251	0.686
Si	10.097	7.186	33.395	0.478	-0.363	0.661
Si	6.962	4.053	0.25	-0.294	0.065	0.697
Si	10.163	12.768	33.516	0.186	-0.032	0.742
Si	6.997	9.59	0.123	-0.226	0.015	0.623
Si	10.411	17.827	33.459	0.488	-0.179	0.605
Si	12.625	14.761	0.031	-0.185	-0.003	0.666
Si	15.105	1.419	0.016	0.123	-0.217	0.711
Si	13.826	9.092	33.216	-0.313	0.358	0.725
Si	14.851	7.093	0.058	0.029	-0.249	0.743
Si	12.558	9.271	0.095	-0.166	0.073	0.714
Si	14.644	12.395	0.119	0.205	-0.004	0.734
Si	2.644	16.324	1.497	0.014	-0.04	-0.033
Si	5.362	2.8	1.437	0.031	-0.013	-0.044
Si	2.695	5.493	1.319	-0.001	0.028	-0.058
Si	5.412	8.296	1.334	0	0.007	-0.054
Si	2.626	10.835	1.62	-0.013	-0.031	-0.044
Si	5.466	13.633	1.284	0.048	0.026	-0.033
Si	8.131	16.348	1.377	0.001	-0.012	-0.023
Si	10.917	2.621	0.998	-0.036	-0.005	-0.013
Si	8.168	5.591	1.461	0.015	-0.024	-0.014
Si	10.848	8.143	1.256	-0.003	-0.018	-0.049
Si	8.278	10.88	1.517	-0.014	0.034	-0.018
Si	10.927	13.558	1.172	-0.006	-0.008	-0.021
Si	13.799	16.259	1.357	-0.004	0.045	-0.021
Si	0.072	2.727	1.44	0.008	0.017	-0.061
Si	13.631	5.338	1.086	-0.02	-0.025	-0.046
Si	16.327	8.221	1.457	0.024	0	-0.035
Si	13.555	10.867	1.487	-0.005	-0.006	-0.048
Si	16.259	13.434	1.536	-0.052	-0.029	-0.044
Si	1.331	1.354	2.854	-0.023	0.002	0.033
Si	4.038	4.176	2.769	-0.025	0.018	0.023
Si	1.339	6.792	2.751	0.007	-0.028	0.02
Si	4.106	9.532	2.839	0.041	0.014	0.046
Si	1.267	12.153	2.94	0.011	0.01	0.052
Si	4.126	14.977	2.737	-0.01	-0.046	-0.019
Si	6.733	1.36	2.729	-0.019	0.018	-0.001
Si	9.641	4.072	2.546	0.009	-0.036	0.012
Si	6.738	6.901	2.754	-0.039	0.008	0.02
Si	9.617	9.481	2.781	0.037	-0.002	0.022
Si	6.815	12.286	2.719	-0.004	-0.007	0.01
Si	9.59	14.955	2.617	0.008	-0.013	-0.002
Si	12.256	1.322	2.543	-0.008	0.01	0.01
Si	14.942	4.103	2.651	0.013	0.036	0.008
Si	12.227	6.686	2.542	0.016	0.015	0.003
Si	14.976	9.559	2.814	0.021	0.013	0.026
Si	12.164	12.25	2.736	-0.041	0.023	0.014
Si	15.003	14.921	2.831	0.031	0.019	0.026
Si	16.311	16.309	4.188	0.001	-0.013	-0.006
Si	2.716	2.756	4.125	0.016	-0.004	-0.02
Si	16.284	5.433	4.08	0.007	-0.007	-0.024
Si	2.723	8.132	4.13	-0.018	0.006	-0.031
Si	16.265	10.832	4.28	-0.018	-0.011	0.044
Si	2.732	13.601	4.105	0.006	0.011	-0.046
Si	5.437	16.327	4.133	-0.008	0.004	0.009
Si	8.203	2.748	3.958	0.02	0.009	-0.042
Si	5.425	5.499	4.118	-0.014	0.024	-0.021
Si	8.168	8.182	4.104	0.007	0.005	-0.015
Si	5.48	10.924	4.129	-0.021	0.012	-0.044
Si	8.199	13.642	4.041	-0.006	0.02	-0.03
Si	10.921	16.321	3.994	0.049	-0.027	-0.005
Si	13.569	2.712	3.976	-0.008	-0.024	-0.028
Si	10.919	5.393	4.013	0.002	0.005	-0.006
Si	13.565	8.095	3.996	-0.039	-0.024	-0.058
Si	10.89	10.883	4.143	-0.018	0.012	0.004
Si	13.56	13.587	4.108	0.017	-0.036	-0.027
Si	1.387	14.944	16.332	0.003	0.013	0.018
Si	4.102	17.681	16.367	0.002	-0.004	0.004
Si	1.378	4.077	16.31	-0.004	0.009	0.003
Si	4.08	6.817	16.286	-0.021	0.013	-0.006
Si	1.395	9.557	16.269	0	0.017	-0.007
Si	4.098	12.242	16.345	0.008	-0.007	0.002
Si	6.801	14.978	16.34	-0.007	0.008	0.004
Si	9.498	17.653	16.328	0.001	0.002	0.002
Si	6.803	4.068	16.344	-0.007	0.01	0.016
Si	9.497	6.811	16.35	0.003	-0.019	0.011
Si	6.817	9.545	16.36	0.001	-0.003	0.005
Si	9.494	12.269	16.277	-0.007	-0.009	-0.004
Si	12.237	14.956	16.314	0.009	-0.015	-0.009
Si	14.946	17.657	16.261	-0.008	0.003	-0.006
Si	12.205	4.059	16.274	0.004	-0.008	-0.003
Si	14.956	6.776	16.259	0.001	0.003	-0.003
Si	12.254	9.525	16.274	0.002	0.001	0
Si	14.951	12.24	16.307	0.001	-0.008	-0.003
Si	2.751	16.294	17.718	0.006	-0.005	0.005
Si	5.486	19.02	17.744	0.007	0.006	0.033
Si	2.739	5.465	17.654	0.013	-0.021	0.025
Si	5.425	8.16	17.67	0.001	0.019	0.01
Si	2.757	10.861	17.7	-0.02	-0.024	0.031
Si	5.448	13.624	17.705	0.005	-0.037	0.003
Si	8.148	16.315	17.734	-0.027	-0.012	0.031
Si	10.861	19.02	17.655	0.017	-0.025	0.013
Si	8.129	5.44	17.722	-0.008	0.035	0.005
Si	10.894	8.204	17.642	0.012	0.03	0.016
Si	8.16	10.97	17.701	0.003	0	0.037
Si	10.861	13.584	17.643	0.005	0.035	0.009
Si	13.597	16.331	17.655	0.007	0.018	0.041
Si	16.319	18.988	17.603	-0.001	0.02	0.003
Si	13.589	5.397	17.598	-0.002	-0.005	0.035
Si	16.308	8.202	17.543	0	-0.009	-0.008
Si	13.592	10.87	17.666	0.016	-0.004	0.018
Si	16.32	13.585	17.661	0.002	-0.026	0.019
Si	1.314	17.632	19.002	-0.035	0.005	-0.013
Si	4.096	4.097	19.032	0.002	0.056	-0.056
Si	1.343	6.904	18.897	0.029	-0.012	-0.044
Si	4.147	9.523	19.097	-0.022	0.038	-0.019
Si	1.356	12.211	19.018	-0.008	0.002	-0.062
Si	4.131	14.962	19.118	0.004	0.006	0.004
Si	6.837	17.661	19.182	-0.011	0.017	-0.046
Si	9.515	4.049	19.028	0.007	-0.013	-0.019
Si	6.719	6.795	19.066	-0.019	-0.037	-0.001
Si	9.579	9.632	18.999	0.05	0.025	-0.068
Si	6.805	12.331	19.121	0.013	0.003	-0.029
Si	9.542	14.933	19.042	-0.001	-0.002	-0.024
Si	12.229	17.686	19.028	-0.003	0.018	-0.032
Si	14.94	3.998	18.932	-0.033	-0.006	-0.045
Si	12.268	6.8	18.935	0.005	0.012	-0.079
Si	14.996	9.501	18.976	-0.002	0.005	-0.006
Si	12.177	12.201	19	-0.041	-0.029	-0.02
Si	14.948	14.954	18.999	0.036	0.001	-0.066
Si	16.316	16.28	20.413	0.001	-0.01	0.089
Si	2.645	19.036	20.28	0.013	-0.005	0.047
Si	16.274	5.496	20.107	-0.018	0.006	0.03
Si	2.694	8.154	20.369	0.014	0.033	0.025
Si	16.327	10.814	20.382	0.027	-0.021	0.059
Si	2.715	13.587	20.378	-0.002	-0.017	0.055
Si	5.462	16.269	20.593	0.017	0.004	0.042
Si	8.297	19.036	20.536	0.009	-0.055	0.054
Si	5.416	5.423	20.522	0.033	-0.036	0.077
Si	8.116	8.281	20.201	-0.04	-0.004	0.024
Si	5.478	10.95	20.5	-0.022	-0.013	0.038
Si	8.214	13.667	20.511	-0.035	-0.019	0.03
Si	10.896	16.29	20.382	0.011	0.008	0.047
Si	13.612	19.009	20.403	0.047	-0.025	0.03
Si	10.894	5.441	20.27	0.005	-0.015	0.023
Si	13.673	8.119	20.304	0.018	-0.014	0.077
Si	10.912	10.932	20.527	-0.025	-0.026	0.042
Si	13.506	13.585	20.269	-0.023	0.037	0.032
Si	1.055	14.593	21.687	0.259	0.389	-0.695
Si	4.14	17.911	21.665	-0.185	-0.388	-0.637
Si	1.385	4.305	21.427	0.009	-0.134	-0.651
Si	3.64	6.472	21.696	0.201	0.02	-0.777
Si	1.659	9.771	21.723	-0.24	-0.15	-0.785
Si	3.836	12.09	21.771	0.237	0.144	-0.72
Si	7.258	15.338	21.902	-0.213	-0.112	-0.813
Si	9.575	17.513	21.873	0.092	0.233	-0.685
Si	6.567	3.719	21.757	0.312	0.523	-0.688
Si	9.649	7.062	21.386	-0.1	-0.253	-0.673
Si	7.143	9.805	21.697	-0.132	0.026	-0.704
Si	9.326	12.096	21.893	0.234	0.097	-0.763
Si	12.378	15.054	21.702	-0.213	-0.144	-0.732
Si	14.641	17.288	21.685	0.166	0.271	-0.767
Si	12.498	4.381	21.594	-0.034	-0.178	-0.759
Si	14.803	6.519	21.594	0.053	0.208	-0.719
Si	12.063	9.158	21.608	0.233	0.451	-0.599
Si	15.039	12.404	21.499	-0.123	-0.333	-0.694
Si	15.728	14.843	29.269	-0.009	-0.009	0.01
Si	12.343	11.689	25.87	0.082	-0.085	-0.069
Si	9.201	7.136	24.334	0.111	0.068	-0.074
Si	4.91	5.999	31.104	-0.135	-0.127	0.049
Si	8.77	20.862	28.168	0.069	0.014	0.071
Si	3.782	15.317	28.462	0.091	0.09	0.004
Si	16.902	9.397	24.623	0.073	0.014	-0.067
Si	6.046	20.538	27.416	-0.063	0.039	-0.005
Si	9.144	15.458	26.253	0.055	-0.055	0.036
Si	0.984	5.646	28.82	0.081	-0.001	-0.069
Si	9.163	14.243	29.081	0.117	0.127	0.029
Si	15.063	11.759	24.402	-0.031	0.201	-0.021
Si	6.389	10.87	31.522	-0.052	0.03	0.051
Si	4.944	8.76	29.987	0.125	0.043	0.071
Si	12.753	10.768	28.878	0.104	-0.11	-0.172
Si	1.05	16.477	31.43	-0.043	-0.041	0.137
Si	15.882	6.632	24.503	-0.064	0.064	-0.203
Si	16.73	20.115	24.193	-0.139	-0.102	-0.104
Si	10.618	4.867	25.828	0.043	-0.026	-0.035
Si	6.355	11.624	25.854	-0.183	0.036	-0.022
Si	4.097	13.117	24.77	-0.067	-0.03	-0.135
Si	10.527	16.676	30.405	-0.08	0.028	0.169
Si	13.295	8.254	30.366	-0.006	0.076	0.135
Si	9.585	5.209	31.108	0.025	-0.033	0.211
Si	3.259	18.745	24.401	0.012	-0.079	-0.126
Si	11.832	8.966	24.583	-0.002	-0.121	-0.115
Si	12.528	5.383	30.932	-0.096	0.062	-0.061
Si	11.495	18.985	23.983	0.026	-0.145	-0.069
Si	13.197	6.647	26.036	-0.06	0.068	-0.017
Si	15.749	11.7	28.994	-0.065	0.044	0.054
Si	1.3	11.265	31.29	-0.024	-0.049	0.185
Si	8.881	17.702	28.102	0.027	-0.109	-0.018
Si	3.172	12.331	29.062	-0.077	-0.149	0.038
Si	6.657	8.821	24.579	0.021	-0.016	-0.124
Si	5.831	4.155	24.536	0.043	-0.165	0.001
Si	6.664	15.555	28.962	0.076	0.061	-0.041
Si	14.541	18.107	24.585	-0.087	0.063	-0.076
Si	12.908	15.104	30.71	0.015	-0.025	0.112
Si	6.463	16.913	31.612	0.156	0.109	0.174
Si	2.489	17.423	26.945	-0.016	0.031	0.015
Si	4.557	6.863	24.606	-0.1	-0.039	-0.021
Si	3.024	17.85	29.791	0.025	-0.021	-0.125
Si	16.117	16.258	26.439	0.002	0.02	-0.037
Si	3.375	5.967	27.103	-0.001	-0.085	0.034
Si	6.046	11.059	28.78	0.044	-0.147	-0.055
Si	10.784	13.792	24.179	0.001	-0.097	-0.138
Si	2.424	8.184	28.781	0.11	-0.011	0.035
Si	5.606	19.401	30.172	0.054	-0.032	0.037
Si	6.664	14.369	24.891	0.021	0.047	0.037
Si	1.769	5.402	31.521	0.03	0.141	0.101
Si	1.384	10.603	27.189	0.02	0.096	-0.006
Si	14.37	6.144	28.858	0.073	0.04	0.107
Si	11.019	12.512	30.608	-0.037	0.213	0.081
Si	1.107	13.955	24.644	-0.041	0.05	-0.194
Si	1.387	14.959	5.492	0.017	0.001	-0.003
Si	4.083	1.385	5.468	-0.019	0.003	-0.005
Si	1.326	4.089	5.462	0	0	-0.009
Si	4.071	6.805	5.507	0.002	0.005	0.002
Si	1.37	9.473	5.524	0.008	-0.013	0.006
Si	4.089	12.251	5.475	0.002	0.014	-0.004
Si	6.838	14.974	5.44	-0.006	-0.037	-0.003
Si	9.536	1.369	5.35	-0.001	-0.001	-0.022
Si	6.84	4.093	5.377	0.003	-0.026	-0.005
Si	9.538	6.764	5.39	-0.011	0	-0.024
Si	6.829	9.549	5.474	0.011	-0.009	-0.001
Si	9.504	12.257	5.446	-0.005	0.011	0.004
Si	12.226	14.981	5.435	-0.017	0.001	0.004
Si	14.908	1.381	5.431	-0.032	0.005	-0.006
Si	12.255	4.057	5.401	0.011	0.002	-0.007
Si	14.93	6.794	5.426	0.005	0.011	-0.011
Si	12.259	9.48	5.427	0.018	-0.003	-0.02
Si	14.901	12.247	5.521	-0.003	0.024	0.011
Si	2.732	16.339	6.832	0.003	-0.003	0.002
Si	5.478	2.744	6.776	0.006	-0.014	-0.003
Si	2.701	5.432	6.83	-0.003	0.004	0.004
Si	5.453	8.18	6.82	-0.013	0.006	-0.006
Si	2.732	10.879	6.834	0	-0.014	-0.006
Si	5.464	13.617	6.807	0.005	0.008	-0.003
Si	8.192	16.35	6.771	-0.011	0	0.005
Si	10.878	2.711	6.755	0.015	0.008	0.007
Si	8.177	5.435	6.773	0.01	0.003	0.005
Si	10.876	8.137	6.773	0.001	-0.001	-0.004
Si	8.171	10.903	6.832	-0.016	0.022	0.006
Si	10.871	13.615	6.796	-0.004	-0.003	0.002
Si	13.58	16.331	6.804	0.005	0.007	0.004
Si	16.289	2.72	6.803	0	0.005	-0.006
Si	13.592	5.422	6.785	-0.003	-0.008	0.01
Si	16.296	8.121	6.832	0.011	0.004	-0.008
Si	13.573	10.845	6.838	0.021	0	0.004
Si	16.316	13.604	6.83	-0.012	-0.013	-0.008
Si	1.346	1.37	8.165	-0.011	-0.007	-0.005
Si	4.096	4.076	8.154	-0.012	0.003	-0.005
Si	1.347	6.783	8.194	-0.017	-0.01	0.01
Si	4.094	9.525	8.188	0.009	0.009	0.005
Si	1.358	12.237	8.178	0	0.014	-0.004
Si	4.101	14.972	8.168	-0.003	0.011	0.001
Si	6.819	1.373	8.141	0.01	0.02	0.001
Si	9.528	4.072	8.133	-0.021	-0.016	0
Si	6.816	6.797	8.147	0.004	0.006	-0.007
Si	9.533	9.511	8.151	-0.002	-0.003	-0.006
Si	6.802	12.254	8.181	0	-0.017	0.007
Si	9.52	14.979	8.154	0.01	-0.013	0.004
Si	12.222	1.369	8.154	-0.003	-0.021	0.006
Si	14.947	4.082	8.168	0.012	0.002	0.005
Si	12.232	6.786	8.145	0.009	0.007	-0.003
Si	14.956	9.505	8.184	0.008	0.011	0
Si	12.217	12.237	8.162	-0.011	-0.017	-0.004
Si	14.953	14.976	8.165	0.02	0.014	-0.005
Si	16.316	16.327	9.526	0	-0.002	0.004
Si	2.728	2.719	9.515	0	-0.007	-0.007
Si	16.31	5.425	9.543	0.008	-0.009	0.005
Si	2.723	8.157	9.529	-0.011	0.01	-0.008
Si	16.321	10.873	9.531	0.002	-0.013	0.004
Si	2.728	13.609	9.519	0	-0.006	-0.01
Si	5.46	16.335	9.515	0	-0.01	0.003
Si	8.167	2.729	9.508	0.012	-0.001	0.002
Si	5.448	5.445	9.511	0.001	-0.001	-0.003
Si	8.167	8.158	9.512	-0.001	0.002	-0.002
Si	5.449	10.889	9.54	-0.008	0.007	0.003
Si	8.164	13.618	9.523	-0.014	0.011	0.003
Si	10.877	16.328	9.521	0.002	0.013	0.006
Si	13.589	2.718	9.52	-0.003	0.01	0
Si	10.876	5.43	9.508	-0.002	0.007	0.003
Si	13.585	8.144	9.522	0.006	-0.002	-0.006
Si	10.871	10.876	9.525	-0.001	0.008	0.005
Si	13.594	13.598	9.51	0.01	-0.01	-0.009
Si	1.366	14.968	10.876	-0.013	0.008	-0.004
Si	4.088	17.681	10.877	-0.007	0.002	0
Si	1.368	4.07	10.885	0	0.012	0.004
Si	4.091	6.798	10.881	-0.002	-0.004	-0.004
Si	1.368	9.52	10.887	0.009	0.005	0.004
Si	4.082	12.252	10.885	-0.005	-0.002	0.004
Si	6.804	14.973	10.884	0.008	0	0.004
Si	9.514	17.689	10.875	-0.017	0	0.005
Si	6.803	4.084	10.873	-0.003	-0.001	-0.006
Si	9.518	6.793	10.871	0.002	-0.001	-0.007
Si	6.812	9.519	10.881	0.001	-0.003	0.002
Si	9.513	12.243	10.879	0.001	-0.012	-0.004
Si	12.239	14.96	10.872	-0.006	-0.004	-0.004
Si	14.955	17.681	10.883	0.004	-0.004	-0.001
Si	12.231	4.077	10.878	0.007	-0.004	0.001
Si	14.947	6.794	10.886	-0.003	0.006	0.003
Si	12.235	9.517	10.88	0.006	-0.001	-0.005
Si	14.957	12.241	10.874	0.013	0.004	-0.002
Si	2.731	16.32	12.241	0.003	-0.008	0.003
Si	5.446	2.723	12.237	0.001	0.007	-0.002
Si	2.733	5.433	12.238	-0.007	-0.004	0.001
Si	5.452	8.16	12.241	-0.004	0.007	-0.002
Si	2.729	10.887	12.242	-0.006	0	0.001
Si	5.441	13.611	12.242	-0.011	-0.005	-0.002
Si	8.157	16.336	12.241	0.011	0.006	0.002
Si	10.87	2.723	12.239	0.001	-0.001	-0.001
Si	8.156	5.443	12.239	0	0.008	0.002
Si	10.868	8.158	12.233	-0.004	-0.003	-0.001
Si	8.158	10.885	12.246	-0.006	0.004	0.005
Si	10.876	13.604	12.23	0.006	-0.002	-0.001
Si	13.598	16.314	12.237	0.007	0	0.006
Si	16.329	2.707	12.242	0.004	0.001	0
Si	13.588	5.434	12.24	0.002	0.002	0
Si	16.32	8.157	12.23	-0.005	-0.007	-0.006
Si	13.598	10.88	12.233	0.001	-0.001	0.009
Si	16.324	13.603	12.224	0.008	-0.001	-0.007
Si	1.377	17.674	13.608	-0.009	-0.002	0.001
Si	4.092	4.076	13.606	-0.005	0.002	-0.002
Si	1.366	6.797	13.579	0.003	0.005	-0.003
Si	4.1	9.533	13.594	0	0	0.003
Si	1.369	12.256	13.588	-0.016	0.004	0.002
Si	4.088	14.965	13.612	0.001	0.002	-0.001
Si	6.796	17.686	13.609	-0.01	-0.002	-0.003
Si	9.505	4.079	13.601	0.003	0.004	-0.008
Si	6.805	6.803	13.612	0.001	-0.003	-0.002
Si	9.515	9.519	13.601	0.01	-0.011	0
Si	6.793	12.248	13.601	0.003	-0.002	-0.001
Si	9.516	14.969	13.586	-0.008	0.003	-0.009
Si	12.224	17.668	13.586	-0.004	0.007	-0.001
Si	14.96	4.071	13.584	0.004	0.009	0.001
Si	12.218	6.793	13.591	0.007	0.008	0.002
Si	14.969	9.523	13.585	0.018	-0.009	0.002
Si	12.235	12.245	13.587	-0.007	0.007	-0.006
Si	14.968	14.953	13.59	0.009	-0.015	0.001
Si	16.341	16.296	14.951	0.003	0	0.002
Si	2.746	2.709	14.975	0.017	0.018	0.005
Si	16.337	5.423	14.931	-0.005	-0.003	0
Si	2.727	8.168	14.923	-0.008	-0.013	-0.012
Si	16.324	10.901	14.936	0.013	0.004	0.002
Si	2.738	13.592	14.966	-0.017	-0.012	-0.002
Si	5.44	16.329	14.978	0.003	0.002	-0.004
Si	8.158	2.717	14.972	-0.011	-0.001	-0.006
Si	5.452	5.433	14.968	0.002	-0.002	0.001
Si	8.153	8.174	14.979	0.016	0.011	0.005
Si	5.454	10.885	14.979	-0.016	0.005	-0.001
Si	8.142	13.631	14.942	0.009	-0.003	-0.012
Si	10.869	16.312	14.96	-0.006	-0.005	0
Si	13.585	2.711	14.925	0.008	-0.01	-0.007
Si	10.845	5.45	14.96	-0.003	0.008	0.002
Si	13.599	8.153	14.92	-0.017	-0.002	-0.001
Si	10.873	10.892	14.945	0.007	-0.003	0.001
Si	13.595	13.601	14.947	0.013	0.008	0.004
O	16.784	15.512	30.284	0.363	-0.243	-0.039
O	15.525	10.218	24.484	-0.453	-0.327	-0.042
O	3.488	7.379	27.871	0.346	0.264	-0.206
O	15.565	7.006	22.949	0.064	0.536	0.167
O	16.166	13.522	21.82	0.095	0.08	0.179
O	2.738	10.933	22.118	0.058	0.02	0.182
O	9.275	18.973	33.377	-0.18	-0.231	-0.25
O	15.184	17.661	23.166	0.585	0.061	0.049
O	7.159	12.845	25.167	0.481	-0.204	-0.32
O	14.612	7.441	29.829	0.472	0.056	0.194
O	3.439	17.721	23.144	-0.314	-0.546	0.189
O	14.397	11.978	22.938	-0.601	-0.215	0.21
O	1.829	20.489	32.534	-0.261	-0.312	-0.133
O	4.034	7.143	23.116	-0.069	0.514	0.243
O	6.91	3.892	23.356	0.452	-0.147	0.418
O	17.103	6.49	32.242	0.128	0.216	-0.42
O	10.477	17.969	23.189	-0.094	-0.266	0.504
O	15.029	7.992	33.055	0.042	-0.01	-0.163
O	15.406	19.462	24.883	-0.071	0.292	0.43
O	9.151	8.497	33.308	0.203	0.155	-0.202
O	5.174	17.012	32.563	-0.493	-0.182	-0.177
O	3.801	13.804	33.13	0.076	0.079	-0.511
O	8.416	20.815	31.987	-0.321	0.063	-0.502
O	13.511	5.029	29.686	-0.015	-0.757	-0.226
O	6.547	8.99	22.971	-0.473	-0.284	-0.175
O	16.357	12.73	24.557	0.224	-0.053	-0.198
O	8.371	16.482	22.318	0.012	-0.074	0.468
O	6.887	10.259	25.227	0.198	0.047	0.099
O	9.961	14.975	24.937	-0.023	0.359	-0.153
O	6.713	11.569	27.426	0.325	0.36	0.086
O	1.538	10.262	25.615	0.329	0.348	-0.313
O	12.07	13.73	30.692	0.08	-0.009	0.02
O	6.157	15.869	30.45	-0.261	-0.492	0.13
O	9.971	17.717	29.311	0.288	0.314	0.189
O	9.098	13.956	33.081	-0.137	0.128	-0.246
O	9.845	12.791	23.288	0.101	-0.102	0.556
O	2.508	11.976	30.493	0.428	0.184	0.131
O	9.414	17.008	26.715	0.071	0.312	-0.352
O	4.756	11.871	25.607	-0.393	-0.208	-0.013
O	11.808	3.875	22.966	-0.184	0.523	0.135
O	4.695	11.866	29.078	0.149	0.363	0.061
O	14.258	14.913	29.897	-0.137	-0.172	-0.169
O	16.538	10.853	30.148	0.009	-0.452	-0.237
O	5.54	6.403	32.534	0.596	-0.093	0.061
O	7.56	16.819	28.473	-0.076	0.071	-0.199
O	13.251	21.233	32.297	-0.156	0.405	0.062
O	13.452	9.286	31.622	-0.119	0.595	-0.437
O	2.649	18.321	28.285	-0.24	0.402	-0.049
O	12.578	9.212	23.158	0.532	-0.114	0.054
O	5.574	12.08	32.211	-0.08	-0.042	-0.317
O	12.05	5.578	25.689	0.246	-0.121	-0.392
O	7.549	14.206	29.022	-0.313	-0.514	-0.085
O	10.539	17.224	31.935	0.161	-0.224	-0.126
O	10.744	19.673	25.247	-0.163	-0.443	0.207
O	11.528	12.994	25.371	0.082	0.16	0.471
O	16.853	12.304	32.265	0.275	0.299	-0.266
O	5.259	8.219	25.131	-0.335	0.475	0.616
O	16.106	13.28	29.07	0.152	0.06	-0.009
O	7.662	16.246	32.493	0.206	0.399	-0.309
O	11.615	10.449	25.147	-0.255	0.237	-0.076
O	13.162	15.541	32.248	-0.33	0.491	-0.158
O	3.289	5.918	31.227	-0.039	0.321	-0.014
O	16.219	11.163	27.532	-0.416	0.155	-0.611
O	10.578	12.094	32.101	0.1	-0.367	-0.023
O	1.756	17.772	30.771	-0.081	0.479	0.03
O	3.71	8.264	33.145	0.12	0.019	-0.23
O	9.595	15.363	30.188	-0.392	-0.012	0.56
O	4.348	19.917	24.209	-0.084	0.156	-0.393
O	5.31	7.19	30.083	0.473	-0.108	-0.392
O	7.557	15.313	25.864	-0.199	0.514	-0.003
O	11.706	11.221	29.991	-0.193	-0.414	0.312
O	14.184	11.446	29.182	0.029	0.341	0.049
O	12.329	7.017	30.856	-0.444	0.099	0.081
O	7.892	7.851	24.939	-0.086	0.022	0.586
O	3.473	17.97	25.794	0.595	-0.231	0.115
O	3.15	13.916	28.869	-0.219	0.037	0.209
O	9.79	12.873	29.62	-0.195	-0.31	-0.376
O	3.831	19.121	33.378	-0.042	0.173	-0.636
O	16.839	5.344	24.631	0.507	0.215	0.216
O	13.481	6.618	27.611	-0.108	0.118	-0.083
O	2.08	15.633	32.34	0.194	0.12	-0.496
O	4.67	5.069	27.432	-0.189	-0.188	-0.015
O	8.247	10.903	22.256	-0.199	0.104	0.471
O	12.814	9.154	29.091	-0.273	-0.259	-0.541
O	5.048	14.4	25.13	-0.192	0.459	0.368
O	16.197	17.065	32.361	-0.181	-0.019	-0.193
O	2.502	5.339	22.058	0.114	0.09	0.475
O	6.984	11.305	30.08	0.583	0.213	-0.072
O	2.44	11.657	27.788	0.272	0.197	-0.563
O	14.77	19.136	33.066	0.099	0.087	-0.255
O	12.266	11.331	27.444	-0.15	0.194	-0.042
O	6.661	18.423	30.973	0.306	0.122	0.174
O	1.455	14.757	23.263	0.271	0.201	0.304
O	16.672	20.059	22.568	-0.595	-0.223	-0.116
O	6.257	19.845	25.962	0.293	-0.467	-0.081
O	2.004	5.25	27.616	-0.034	-0.408	-0.553
O	14.517	6.233	25.237	0.022	-0.637	-0.106
O	10.838	8.105	21.729	-0.113	0.028	0.331
O	3.343	6.333	25.53	-0.58	0.054	-0.358
O	2.546	13.375	25.154	-0.125	-0.371	0.328
O	13.503	16.175	22.061	-0.127	-0.112	0.49
O	1.236	9.181	23.17	0.134	-0.3	0.08
O	1.557	9.207	27.942	-0.458	-0.064	-0.043
O	5.608	20.932	30.683	0.307	0.016	-0.017
O	4.265	12.786	23.183	0.13	0.069	0.129
O	9.503	5.742	25.068	-0.435	-0.023	-0.164
O	1.865	10.049	32.214	-0.278	-0.231	-0.3
O	14.801	13.729	33.143	-0.177	0.061	-0.199
O	2.934	15.893	27.22	-0.016	-0.292	-0.137
O	11.815	14.471	23.121	0.126	-0.205	0.499
O	5.683	9.465	28.719	0.286	-0.484	-0.458
O	5.354	15.256	28.072	0.071	-0.03	-0.524
O	5.393	18.925	21.832	0.105	-0.222	-0.063
O	7.352	5.156	27.657	0.069	0.732	0.122
O	9.61	14.571	27.547	0.287	-0.199	-0.152
O	7.603	10.417	32.452	0.398	0.011	-0.007
O	5.918	19.421	28.585	0.094	-0.377	-0.278
O	12.923	18.327	24.452	-0.047	-0.143	0.139
O	4.112	18.85	30.403	-0.215	0.206	0.275
O	10.124	4.879	27.362	0.345	0.089	0.25
O	16.742	15.023	25.622	-0.015	-0.003	-0.013
O	10.429	8.181	24.462	-0.223	0.225	-0.048
O	0.928	17.413	26.543	-0.075	0.374	-0.124
O	15.776	5.559	28.327	0.006	-0.375	-0.464
O	16.585	7.916	25.196	0.006	-0.072	0.668
O	14.848	16.961	25.699	-0.318	-0.212	0.154
O	12.774	8.138	25.593	0.045	0.373	0.176
O	3.602	16.345	29.693	0.315	-0.345	0.387
O	1.166	21.082	30.158	-0.18	-0.737	-0.066
O	11.098	20.919	30.923	0.131	-0.369	-0.283
O	3.326	8.931	29.888	-0.311	0.412	0.181
O	1.353	7.133	29.361	-0.294	0.332	0.256
O	15.707	15.674	27.885	-0.165	0.062	-0.119
O	8.94	6.694	22.8	-0.625	-0.509	0.012
O	13.898	11.966	25.497	0.316	0.13	0.264
O	6.863	14.696	23.33	-0.022	-0.264	0.086
O	8.558	19.264	27.966	-0.048	-0.168	-0.383
O	5.408	9.592	31.303	-0.33	-0.191	0.41
O	12.046	16.282	30.024	0.264	0.371	-0.255
O	9.896	6.606	31.874	-0.014	0.439	-0.412
O	8.957	5.188	29.632	-0.123	0.134	-0.189
O	5.729	5.757	24.625	0.666	0.402	-0.031
O	1.787	19.371	24.549	-0.048	-0.075	0.088
O	13.645	5.454	22.058	0.051	-0.11	0.592

Results
total energy: -101651.972 eV
total energy less fixed offsets of O -438.35, Si -107.03 eV per atom: 1.228 eV
